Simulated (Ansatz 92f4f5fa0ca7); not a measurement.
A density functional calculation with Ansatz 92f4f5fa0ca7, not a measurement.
Periodic cell of 286 atoms, Si144O106H32N4, with a vacuum gap, from a study of silicon, its oxide and their interface. The atomic structure is a simulated model.

Settings
functional: r2SCAN
potential files: Ansatz PAW
basis: plane waves
wave-function cutoff: 800 eV
density cutoff ratio: 5
exchange-correlation grid ratio: 1
k mesh: 1 x 1 x 1, shifted by 0.5 0.5 0 of a step
self-consistency stop: 1e-11 eV per atom in the density residual
occupations: fixed
spin: none
net charge: 0
applied field: sawtooth along c, amplitude +0.015 V/angstrom in the program's sign convention, ramp centred at 0.9896 of c and 0.0208 of c wide, no dipole correction

Cell vectors (angstrom)
a	10.887	0	0
b	0	10.887	0
c	0	0	48.0894

Atoms and the computed forces on them: element, x, y, z (angstrom), force x, y, z (eV/angstrom)
Si	-0.2388	0.1241	34.6697	-0.002	0.0002	0.0132
Si	2.3944	2.5796	34.59	-0.0035	-0.0004	0.016
Si	0.5018	5.0741	34.3414	0.0023	-0.0045	0.0282
Si	2.9807	7.9186	34.5239	0.0081	-0.006	0.0224
Si	5.7588	-0.2424	34.4121	0.0033	-0.0056	0.0221
Si	8.5324	2.3989	34.3005	0.004	-0.0061	0.0217
Si	5.1006	5.5126	34.4562	-0.0075	0.0105	0.0268
Si	7.7319	8.1269	34.329	-0.0075	0.0066	0.0252
Si	1.1901	1.3021	36.0794	-0.0121	-0.002	-0.0156
Si	4.047	3.8436	35.7031	-0.0023	0.0001	-0.0102
Si	1.4027	6.7159	35.7498	0.0038	0.0002	-0.0151
Si	4.0759	9.5993	35.7195	0.0004	-0.0049	-0.0147
Si	6.9084	1.334	35.6749	0.0012	-0.0018	-0.0148
Si	9.6145	4.0534	35.5954	0.0025	-0.0031	-0.015
Si	6.7317	6.6252	35.7746	-0.008	-0.0026	-0.0122
Si	9.432	9.2929	35.6217	0.0015	0.0051	-0.0144
Si	-0.0958	2.7894	37.2411	0.005	-0.0036	0.0066
Si	2.7255	-0.0387	37.1763	0.018	-0.0042	0.0147
Si	-0.0233	8.0669	37.0412	-0.0022	-0.0045	0.0074
Si	2.7605	5.3333	37.0959	-0.0048	-0.0026	0.0074
Si	5.5	2.6296	37.0617	-0.0059	-0.011	0.0099
Si	8.1846	-0.1081	37.048	-0.0007	-0.0009	0.0074
Si	5.4126	8.1312	37.0814	-0.0016	0.0071	0.0053
Si	8.226	5.3598	37.0296	0.0071	0.0045	0.0056
Si	1.3621	4.0936	38.5112	-0.0068	-0.003	0.026
Si	4.1128	1.3348	38.474	-0.0069	0.0063	0.009
Si	1.3385	9.4444	38.4329	-0.0221	-0.0027	0.018
Si	4.0807	6.7503	38.4364	0.0031	0.0067	0.0146
Si	6.8357	4.0293	38.4065	-0.007	0.0026	0.027
Si	9.4736	1.2996	38.4652	0.005	-0.0051	0.0155
Si	6.7941	9.4853	38.4306	-0.0177	-0.0046	0.0206
Si	9.5281	6.7456	38.4399	0.0027	-0.001	0.0133
Si	0.0058	-0.0281	39.7899	0.0192	-0.024	0.1735
Si	2.7374	2.7171	39.8196	0.0479	-0.0436	0.1786
Si	0.0072	5.442	39.8494	-0.0439	0.0278	0.181
Si	2.702	8.101	39.7919	0.0238	0.0125	0.1864
Si	5.4553	-0.0388	39.813	-0.0046	-0.0069	0.1751
Si	8.1292	2.6624	39.8132	-0.001	0.0229	0.1952
Si	5.4778	5.4203	39.7755	0.0109	-0.0276	0.1788
Si	8.1709	8.144	39.7852	0.0312	-0.0151	0.168
Si	1.3579	1.35	41.1493	0.142	-0.1224	0.2978
Si	4.0898	4.1008	41.1636	0.111	-0.1037	0.2179
Si	1.3532	6.8141	41.2021	-0.0573	-0.1112	0.4231
Si	4.0725	9.4844	41.1276	-0.0061	0.0306	0.3103
Si	6.7749	1.3445	41.1867	-0.0061	-0.0711	0.4119
Si	9.5169	4.0399	41.1392	0.0139	0.0372	0.3503
Si	6.8075	6.7986	41.1485	0.1209	-0.1038	0.2685
Si	9.518	9.522	41.158	0.0551	-0.0839	0.1958
Si	-0.0095	2.7137	6.9397	-0.056	0.1246	-0.1768
Si	2.73	-0.0176	6.8805	-0.0241	0.0671	-0.4492
Si	-0.01	8.1832	6.952	-0.0196	-0.0542	-0.3157
Si	2.7495	5.4878	6.9601	-0.1419	0.0931	-0.2076
Si	5.4301	2.7316	6.9381	0.0116	0.0249	-0.3615
Si	8.1578	0.0057	6.9451	-0.1052	0.0895	-0.2391
Si	5.4452	8.1714	6.9346	-0.0222	0.1146	-0.1513
Si	8.1787	5.4327	6.8897	-0.0234	0.049	-0.4241
Si	1.341	4.136	8.2577	-0.0363	0.0266	-0.1706
Si	4.0666	1.3388	8.2472	0.0133	-0.0001	-0.1873
Si	1.3718	9.5654	8.2646	0.0002	-0.0234	-0.1943
Si	4.1086	6.8592	8.3551	-0.0225	0.0048	-0.1811
Si	6.8042	4.1233	8.2541	-0.0147	-0.0096	-0.194
Si	9.4965	1.3718	8.3219	-0.0157	0.0357	-0.1776
Si	6.7904	9.5478	8.306	-0.0113	-0.0032	-0.1618
Si	9.5015	6.7984	8.2697	-0.0041	0.0266	-0.1828
Si	0.0143	0.0061	9.6353	-0.0055	-0.0108	-0.0183
Si	2.7195	2.7524	9.5252	0.0125	0.0144	-0.0121
Si	-0.0169	5.4901	9.6565	0.0076	-0.0174	-0.0125
Si	2.7214	8.2701	9.6776	0.0105	0.0087	-0.0163
Si	5.4238	0.0331	9.6687	0.004	-0.0021	-0.0171
Si	8.1141	2.7836	9.6455	0.0075	0.0017	-0.0109
Si	5.537	5.5005	9.6729	0.0076	-0.0063	-0.0227
Si	8.1499	8.1583	9.6306	0.009	0.0052	-0.0102
Si	1.3229	1.4968	10.898	0.0128	0.0006	-0.0066
Si	4.129	4.066	10.8469	-0.0063	-0.0104	-0.0106
Si	1.3422	6.8998	10.9884	-0.0106	0.0045	-0.0086
Si	4.0564	9.6321	11.0951	-0.0027	0.006	-0.0053
Si	6.743	1.446	11.0142	-0.0069	0.0049	-0.0106
Si	9.4543	4.1586	11.0072	0	0.0066	-0.009
Si	6.8703	6.8724	11.1316	0.0057	0.0065	-0.0069
Si	9.583	9.4376	10.9547	-0.0033	-0.0062	-0.0073
Si	-0.0692	2.8008	12.3048	-0.0005	-0.0031	0.0095
Si	2.691	0.2842	12.3187	-0.0026	0.001	0.0141
Si	0.0197	8.1577	12.5155	0.0069	0.0095	0.0139
Si	2.7533	5.4299	12.0956	0.0063	0.0009	0.0115
Si	5.3703	2.8311	12.423	0.0034	0.007	0.0142
Si	8.2199	0.0078	12.124	0	0.0001	0.0182
Si	5.3705	8.187	12.4644	0.0034	0.0015	0.0104
Si	8.3276	5.5424	12.5591	-0.0053	-0.003	0.0123
Si	1.3635	4.205	13.5031	0.0063	0.0024	0.0047
Si	3.5696	1.975	13.7848	0.0042	-0.0032	0.0058
Si	1.1448	9.9598	13.5132	0.0057	-0.0035	0.0118
Si	4.1866	6.4577	13.617	-0.0055	0.0014	0.0046
Si	6.5837	4.4375	13.6673	0.0023	-0.0024	0.0102
Si	9.7061	1.1359	13.5342	-0.0062	-0.003	0.0113
Si	6.8218	9.6949	13.5034	0.0011	0.0039	0.0129
Si	10.0394	6.5162	14.1346	-0.0059	0.0072	0.0096
Si	0.5743	4.2813	23.0958	-0.0012	-0.0023	0.0271
Si	12.0697	-4.8814	20.6082	0.0021	-0.0008	0.0356
Si	-5.4311	0.5881	15.524	0.011	-0.0133	0.0347
Si	-13.3879	19.3499	16.0327	-0.0042	0.015	0.0349
Si	13.8516	5.2952	18.3733	0.0019	-0.0022	0.0445
Si	-4.7809	20.4114	17.7476	-0.0004	0.009	0.0384
Si	23.6082	19.8592	16.2601	0.0056	0.0056	0.0344
Si	-0.4291	-11.5289	17.6867	0.0006	0.0048	0.039
Si	1.3119	23.4412	30.1707	0.0024	-0.0026	0.0208
Si	5.4123	-3.0848	24.1262	-0.0036	0.0019	0.0326
Si	10.8895	11.4212	21.9125	-0.0026	0.0069	0.0323
Si	1.3503	8.4408	26.8654	0.0011	0.0025	0.04
Si	8.258	18.3144	22.7567	0.0004	0.0017	0.0306
Si	-7.331	19.2079	18.5552	-0.0045	-0.0109	0.034
Si	-2.9144	-4.1466	31.3875	-0.0009	0.0009	0.0269
Si	-4.1368	11.8801	19.715	-0.004	0.0069	0.0446
Si	-3.0878	9.3642	29.8583	-0.0024	-0.0038	0.0264
Si	7.8439	-8.365	15.7415	0.0011	0.0004	0.0357
Si	24.8006	6.86	22.7337	0.0036	0.0041	0.0325
Si	-0.587	3.4058	20.7354	0.0024	0.0033	0.0196
Si	7.5683	-10.3539	24.7261	-0.0029	0	0.0352
Si	-2.9174	-0.6431	21.9748	0.0028	-0.0066	0.0373
Si	16.5049	4.6929	31.401	0	-0.0002	0.0278
Si	-0.0225	-1.021	29.0962	-0.0019	0.0008	0.0255
Si	12.7264	6.1472	15.6765	0.0089	0.0016	0.0388
Si	27.4539	21.4397	31.4637	-0.0048	0.0001	0.0269
Si	12.3889	-3.5172	29.6359	0.0023	-0.0015	0.0279
Si	-5.3641	-4.3465	26.6986	-0.0015	-0.0068	0.0296
Si	7.4831	26.2696	21.6865	-0.0008	0.003	0.0357
Si	17.4507	-0.0684	27.5072	-0.0001	-0.0012	0.0363
Si	3.4826	3.8961	23.017	0.0004	0.0022	0.0342
Si	0.3446	7.139	24.1341	0.0015	0.0039	0.0336
Si	-0.224	-5.3057	31.3814	-0.0021	-0.0009	0.0284
Si	15.2863	9.2321	26.4757	-0.0027	0.0024	0.0323
Si	-2.5515	3.7044	31.423	0.0004	0.0003	0.0242
Si	-2.9387	2.5635	28.613	-0.001	-0.0017	0.0379
Si	10.3953	-8.9541	24.4028	-0.003	0.0018	0.0327
Si	11.7725	9.0017	20.1679	-0.0018	-0.0043	0.0344
Si	-6.579	-6.3164	28.7722	-0.0015	-0.0063	0.0279
Si	-0.6883	3.4325	26.8786	0.0006	0.0057	0.0331
Si	-9.1156	0.4717	32.5813	0	0.0007	0.0211
Si	9.2522	-8.6586	18.3705	0.0057	0.0037	0.0468
Si	3.2366	8.8684	31.5826	-0.0026	0.0008	0.0286
Si	12.0552	-6.4054	28.9853	0.0016	0.0008	0.0257
Si	4.9582	3.5735	20.1848	0.0037	0.0037	0.0403
Si	15.3962	2.156	30.2218	0.0007	-0.0055	0.0187
Si	6.0818	-7.7356	24.2662	0.0051	-0.0012	0.0407
Si	18.4333	-6.2364	26.6236	0.0028	-0.0007	0.0277
O	2.5609	-0.5338	31.5868	-0.0004	-0.0017	-0.0013
O	13.3281	14.0082	14.1971	-0.0005	0.0024	-0.0098
O	5.2171	-5.6612	32.8595	0.0015	-0.0078	-0.0125
O	-5.913	-0.2913	27.1622	-0.0029	-0.0034	-0.0156
O	4.7801	3.0115	28.8596	0.0008	0.0032	-0.0121
O	-8.1883	8.2133	32.9515	-0.0009	0.0034	-0.0118
O	0.7527	3.0636	29.6332	-0.0025	0.0042	-0.0065
O	4.1323	6.7942	34.4616	0.002	-0.0062	-0.0108
O	6.295	4.4644	20.5477	-0.0067	-0.002	-0.0184
O	5.1919	3.1048	31.3802	-0.0025	-0.0042	-0.0098
O	11.7057	-0.4198	33.5352	0.0022	-0.0008	-0.0055
O	5.4634	0.3593	32.9134	-0.0023	-0.0002	-0.0202
O	9.4145	2.4363	27.9127	0.0054	0.0029	-0.016
O	7.8361	18.2527	32.886	0.0037	-0.0069	-0.0154
O	4.8279	20.0453	31.4508	0.0016	-0.0005	-0.0043
O	-2.2758	2.9559	17.0843	-0.0083	0.003	-0.026
O	2.0786	-1.4725	14.7403	-0.0036	0.0072	-0.0253
O	8.1683	-2.2327	21.6818	-0.0001	0.0058	-0.0129
O	7.2645	3.8408	15.0283	-0.0061	0.0093	-0.0183
O	3.6898	6.7214	18.5672	0.001	-0.0004	-0.0174
O	-8.4283	5.1428	16.8197	-0.0101	0.0045	-0.0331
O	11.187	0.811	23.5092	0.0024	-0.0076	-0.023
O	11.879	-0.7302	16.9446	0.0101	-0.0043	-0.0264
O	6.7681	21.6459	18.5458	-0.0019	-0.011	-0.0205
O	5.322	-0.6641	16.5127	-0.0027	0.01	-0.0177
O	10.8396	0.0725	14.0823	-0.0017	0.0043	-0.0122
O	-14.4161	3.9817	28.0911	-0.0003	0.0058	-0.0178
O	-6.403	14.101	24.0675	-0.0057	0.0032	-0.0105
O	9.4132	9.4886	16.7259	-0.0056	-0.0105	-0.0169
O	7.7366	9.0869	14.7002	-0.0051	0.0008	-0.0213
O	19.9624	-6.5083	26.155	-0.0009	0.0021	-0.0214
O	11.0053	12.8573	21.1465	-0.0008	0.0047	-0.0166
O	2.4065	-2.0015	19.5687	0.0106	-0.0018	-0.0198
O	17.7418	11.0266	21.0976	-0.0058	0.0089	-0.0243
O	-3.7276	-2.4789	17.1436	0.0106	-0.0067	-0.0215
O	0.428	-3.416	20.5793	0.0009	0.008	-0.0146
O	-0.8359	0.8954	17.9184	0.0026	-0.0064	-0.0255
O	13.656	-12.6265	26.4506	0.0044	0.001	-0.0135
O	5.8789	0.0189	14.0742	0.003	-0.007	-0.0157
O	10.2174	3.3045	19.1131	-0.0069	-0.0077	-0.042
N	-10.5459	4.7296	21.432	0.0005	0.0028	-0.0218
O	5.4961	12.9429	19.8033	0.0043	-0.0029	-0.0149
N	11.5067	16.3458	14.5982	-0.01	-0.0065	-0.0184
O	9.3557	10.9956	21.7189	0.0017	0.0004	-0.0121
O	-1.9878	1.7336	14.8125	0.0115	-0.0049	-0.0222
O	-0.6235	3.2634	23.4791	0.0032	0.0063	-0.0193
O	-5.8332	8.8761	18.7976	0.0036	0.0013	-0.0235
O	2.64	-4.4849	21.2354	-0.0067	-0.0025	-0.0243
O	6.5979	12.4525	16.111	-0.0038	0	-0.0215
O	5.0209	7.9577	27.2976	-0.0002	-0.0004	-0.0054
O	22.2573	-5.3654	24.1268	0.0011	-0.0063	-0.0099
O	5.0178	20.0328	24.9625	0.0061	-0.0062	-0.019
O	8.0898	1.8306	19.4147	0.0069	0.0015	-0.0122
O	3.9992	14.4545	21.5073	0.0084	-0.0023	-0.0274
O	22.6699	10.1753	21.3269	0.0031	-0.0115	-0.0177
O	14.0865	30.5839	17.0644	-0.0097	0.0047	-0.0223
O	-6.8061	1.3972	15.2439	-0.0105	0.0077	-0.0175
O	-5.7052	-10.1869	30.3185	-0.0005	0.0032	-0.0146
O	-10.5602	5.8006	32.8852	-0.0049	0.0017	-0.0129
O	5.4215	5.5026	14.1453	-0.0002	0.0038	-0.0077
O	-1.6813	7.1353	15.469	0.0149	-0.0123	-0.0293
O	-3.6597	-0.6572	31.1123	0.0037	-0.0036	-0.0182
O	7.3875	-11.125	26.1245	0.0067	0.0039	-0.0226
O	3.1698	-4.1992	14.8813	0.0098	0.0034	-0.0198
O	-1.2706	1.2062	33.9801	0.0005	0.0003	-0.0027
O	4.3795	7.7471	22.8599	-0.0067	-0.002	-0.0131
O	0.306	-1.3917	27.5386	0.0042	-0.0068	-0.015
O	1.7042	-14.4424	28.0162	0.0007	0.005	-0.0185
O	15.9862	6.5663	25.1351	0.0003	0.0021	-0.0183
O	0.7447	11.2836	29.3284	-0.0031	-0.0062	-0.0085
O	-4.5015	1.5847	24.4591	-0.0011	0.0021	-0.0172
O	-15.043	-12.3959	34.0629	0.0018	-0.0029	-0.0149
O	1.5487	-5.5208	19.1723	0.0108	-0.001	-0.0236
O	8.0036	16.8935	22.0137	-0.001	-0.007	-0.0131
O	12.8366	14.2994	23.2313	0.0004	0.0017	-0.0094
O	22.9072	18.3748	16.3044	-0.0026	-0.0064	-0.022
O	29.8177	13.5231	30.2278	0.0002	-0.0065	-0.0169
O	24.6924	1.8846	30.2549	0.0008	0.0013	-0.0089
O	6.9771	-3.2281	23.7424	0.0101	-0.0002	-0.0109
O	6.8475	3.7982	23.0004	0.0075	0.0073	-0.0252
O	9.7402	18.379	23.5128	-0.0053	0.0017	-0.0096
O	-6.0934	-5.5594	30.142	-0.0043	-0.0027	-0.0169
O	12.3752	-7.0782	33.9771	-0.0011	-0.0007	-0.0041
O	1.6907	-3.271	23.3112	0.0059	-0.0001	-0.021
O	11.004	2.4871	25.8141	0.0001	-0.0065	-0.0266
O	19.6565	3.6406	21.2358	0.0052	-0.0029	-0.014
O	14.2894	5.4582	23.4253	-0.0016	-0.001	-0.0183
O	7.5813	10.3474	23.5351	0.0014	-0.0035	-0.0228
O	-6.0666	5.3245	27.4659	0.0056	0.0078	-0.0134
O	7.128	17.1046	26.756	0	-0.0002	-0.0106
O	20.7769	4.1526	31.3585	-0.0001	-0.0008	-0.0073
O	-6.8592	4.1808	18.9605	-0.0071	0.0076	-0.0241
O	0.5663	-14.0085	25.6127	-0.0057	-0.0091	-0.0314
O	19.8313	23.1374	24.7606	0.0032	-0.0002	-0.0204
O	0.524	-2.2679	29.9848	-0.0005	0.0014	-0.0115
O	8.0284	2.977	32.8491	-0.002	0.0039	-0.0117
N	-3.5734	15.9955	31.26	0.0006	-0.0026	-0.0067
O	-1.3347	-4.1901	31.1189	0.0017	-0.0004	-0.0048
O	2.7164	-17.2162	28.6232	0.0011	-0.0005	-0.0091
O	18.3972	-13.9656	30.2532	0.0006	0.0033	-0.0082
O	6.9856	12.2405	28.1518	-0.0017	-0.0038	-0.0084
O	-12.477	-0.9863	29.5042	0.002	0.0011	-0.0069
O	0.2985	-6.4053	27.6158	-0.0067	-0.0042	-0.0194
O	-3.9381	-1.25	28.5232	-0.0023	0.0038	-0.0165
O	17.432	-6.9444	25.5827	-0.0096	-0.0075	-0.022
N	11.7834	16.6805	30.0905	0.004	-0.0018	-0.008
O	0.8143	1.4173	31.6857	-0.0012	0.0034	-0.0207
O	2.7639	1.4805	33.4051	0.0029	0.0008	-0.0088
O	-0.2362	-1.4105	19.0975	-0.007	0.0083	-0.0272
O	13.7521	7.8341	30.3916	-0.0047	-0.0064	-0.0111
H	0.535	2.1707	42.0817	0.2961	-0.3186	-0.2915
H	2.181	0.5296	42.0817	-0.2999	0.268	-0.2466
H	3.2822	4.9365	42.096	0.2962	-0.2548	-0.3247
H	4.9028	3.2702	42.096	-0.2899	0.3253	-0.2554
H	2.1958	6.0137	42.1346	-0.3425	0.2461	-0.2427
H	0.5332	7.6377	42.1346	0.3476	-0.265	-0.2723
H	3.2636	10.3189	42.06	0.2422	-0.3071	-0.277
H	4.9124	8.6811	42.06	-0.374	0.2619	-0.2556
H	5.9659	2.1789	42.1192	0.2274	-0.3622	-0.2762
H	7.6099	0.5361	42.1192	-0.2929	0.2951	-0.2439
H	10.3491	3.2287	42.0716	-0.3547	0.2961	-0.2503
H	8.7117	4.878	42.0716	0.2213	-0.3308	-0.2623
H	5.9889	7.6236	42.081	0.2822	-0.3256	-0.2863
H	7.6309	5.9784	42.081	-0.2741	0.289	-0.2548
H	8.6994	10.3469	42.0904	0.2577	-0.2915	-0.3151
H	10.346	8.7064	42.0904	-0.335	0.2942	-0.2733
H	-0.8418	3.5249	6.0073	0.2909	-0.3633	0.252
H	0.8134	1.893	6.0073	-0.2659	0.2518	0.326
H	3.5389	-0.8521	5.9481	-0.3277	0.3132	0.249
H	1.9069	0.8028	5.9481	0.3029	-0.2567	0.2295
H	-0.8379	8.9989	6.0195	0.3398	-0.2918	0.2478
H	0.81	7.3596	6.0195	-0.2931	0.277	0.2475
H	3.5571	4.652	6.0277	-0.236	0.3394	0.301
H	1.9068	6.2882	6.0277	0.419	-0.1577	0.2357
H	4.6171	3.5621	6.0057	0.2668	-0.3523	0.2301
H	6.239	1.8972	6.0057	-0.2228	0.3515	0.2442
H	8.9765	-0.8193	6.0127	-0.284	0.3154	0.2858
H	7.3228	0.8141	6.0127	0.2965	-0.2794	0.252
H	4.6054	8.9747	6.0022	0.3503	-0.2983	0.2674
H	6.2639	7.3464	6.0022	-0.2543	0.2594	0.3228
H	7.3553	6.2529	5.9573	0.2994	-0.26	0.2311
H	8.9839	4.5946	5.9573	-0.2864	0.348	0.2504

Results
free energy: -154613.865 eV
free energy less fixed offsets of H -15.71, N -386.36, O -570.45, Si -639.56 eV per atom: -1.365 eV

The program warned: the cutoff lies below the one the program advises for these potential files; the forces do not sum to zero within the program's tolerance; empty levels may hold ghost states of the PAW files; the exchange-correlation potential is rough where the density is thin.
